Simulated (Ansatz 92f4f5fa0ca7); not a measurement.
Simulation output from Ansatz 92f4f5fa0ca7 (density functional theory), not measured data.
Periodic cell of 300 atoms, Si148O120H32, with a vacuum gap, from a study of silicon, its oxide and their interface. The atomic structure is a simulated model.

Settings: functional r2SCAN; potential files Ansatz PAW; basis plane waves; wave-function cutoff 800 eV; density cutoff ratio 5; exchange-correlation grid ratio 1; k mesh 1 x 1 x 1, shifted by 0.5 0.5 0 of a step; self-consistency stop 1e-11 eV per atom in the density residual; occupations fixed; spin none; net charge 0; applied field sawtooth along c, amplitude -0.015 V/angstrom in the program's sign convention, ramp centred at 0.9900 of c and 0.0199 of c wide, no dipole correction.

Cell vectors (angstrom)
a 10.88 0 0
b 0 10.88 0
c 0 0 50.127

Atoms and the computed forces on them: element, x, y, z (angstrom), force x, y, z (eV/angstrom)
Si 0.1133 0.2194 36.3754 0.0012 0.007 -0.0056
Si 3.0252 2.5775 36.4562 -0.0016 0.003 -0.0045
Si -0.3701 5.7831 36.3752 -0.0004 -0.007 -0.0125
Si 3.1526 7.6708 36.402 -0.0022 0.0072 0.0047
Si 5.1306 0.2379 36.4452 0.0027 0.0031 0.0013
Si 7.5416 3.282 36.4353 0.0006 -0.0087 0.002
Si 5.4271 5.5294 36.8274 -0.001 -0.0037 -0.0164
Si 8.3022 8.018 36.5552 -0.0069 0.0065 -0.0152
Si 1.3827 1.5132 37.7927 0.0018 -0.0033 -0.0133
Si 4.0352 4.0825 37.9498 0.0037 -0.0018 -0.0136
Si 1.3537 6.7738 37.6798 0.0001 0.0006 -0.0168
Si 4.0404 9.4732 37.7079 -0.0035 0.0018 -0.01
Si 6.6813 1.4747 37.7305 -0.0038 0.004 -0.0097
Si 9.3709 4.1819 37.677 -0.0051 0.0014 -0.0195
Si 6.8403 6.9126 38.0028 0.0063 0.0007 -0.0056
Si 9.566 9.6568 37.6561 0.0005 0.0004 -0.0145
Si -0.0937 2.8272 39.0588 -0.001 0.0067 0.0056
Si 2.6827 0.0005 39.0897 0.0068 -0.0009 0.0036
Si 0.0327 8.2358 39.0362 -0.0014 -0.003 0.0098
Si 2.5993 5.4447 39.1757 0.0002 0.0024 0.0105
Si 5.395 2.7125 39.2523 0.0054 0.0014 0.0063
Si 8.1357 0.0965 39.0225 -0.0126 0.0018 0.0095
Si 5.3992 8.2675 39.203 -0.0061 0.008 0.0171
Si 8.1697 5.4722 39.2386 -0.0052 -0.0045 0.0127
Si 1.2556 4.1081 40.5148 0.0014 -0.0124 0.0141
Si 4.0264 1.3284 40.5206 -0.0068 0.0009 0.01
Si 1.3349 9.55 40.4706 0.0179 0.0025 0.0198
Si 4.0188 6.8355 40.4778 0.0009 -0.0053 0.0207
Si 6.784 4.0941 40.5465 -0.0051 -0.0072 0.0106
Si 9.4805 1.417 40.4305 0.0016 0.0075 0.0229
Si 6.8004 9.6228 40.4712 0.0152 0.0022 0.0159
Si 9.56 6.8729 40.4695 0.0016 0.005 0.0198
Si -0.0458 0.0311 41.7957 -0.0209 0.0056 0.1805
Si 2.6484 2.7215 41.8315 0.0148 0.0083 0.1614
Si -0.0333 5.4965 41.8769 -0.0054 -0.0039 0.2057
Si 2.6838 8.1913 41.8524 -0.0107 0.0141 0.1844
Si 5.4279 0.0249 41.8732 -0.03 0.0136 0.1984
Si 8.1456 2.7317 41.8703 0.0025 0.0022 0.1916
Si 5.3902 5.4701 41.8339 0.0007 0.0056 0.1664
Si 8.148 8.2086 41.8018 -0.0267 0.0027 0.172
Si 1.3136 1.3536 43.189 -0.0318 0.1117 0.3013
Si 4.0367 4.0923 43.1764 -0.0946 -0.0109 0.2397
Si 1.3375 6.8295 43.2234 0.0131 0.0366 0.3727
Si 4.0671 9.5295 43.2084 0.0164 -0.025 0.3142
Si 6.7817 1.3711 43.226 -0.0178 0.1029 0.3788
Si 9.5017 4.1036 43.215 -0.1078 0.0566 0.3373
Si 6.7806 6.8251 43.1618 -0.0512 0.0819 0.1916
Si 9.4929 9.5486 43.1766 -0.0454 0.0485 0.2459
Si -0.0322 2.7031 6.9342 0.0632 -0.0988 -0.3292
Si 2.6972 0.0154 6.9326 0.0208 -0.012 -0.2545
Si -0.0356 8.1943 6.9323 0.0315 -0.0627 -0.3012
Si 2.6874 5.441 6.9316 -0.0189 -0.0097 -0.3568
Si 5.3984 2.7301 6.9202 0.0851 -0.0998 -0.3597
Si 8.1397 -0.009 6.9447 0.0409 -0.0381 -0.3069
Si 5.4248 8.155 6.9227 -0.0131 -0.0087 -0.3537
Si 8.1232 5.4566 6.9217 0.122 -0.0766 -0.3131
Si 1.3579 4.0319 8.2733 -0.0094 0.0158 -0.1803
Si 4.046 1.3838 8.3037 0.0202 -0.0266 -0.1822
Si 1.3371 9.5398 8.2897 0.0037 0.0015 -0.1724
Si 4.0557 6.802 8.2723 -0.0357 0.035 -0.1755
Si 6.7923 4.0489 8.2625 0.0527 -0.0467 -0.19
Si 9.5006 1.3363 8.3092 0.0139 -0.0114 -0.1782
Si 6.78 9.501 8.2902 -0.0135 0.0213 -0.1667
Si 9.4876 6.8161 8.2781 0.0283 -0.0294 -0.1694
Si 0.0101 0.0135 9.6841 -0.0121 -0.0083 -0.0094
Si 2.6929 2.713 9.7205 -0.0086 0.0015 -0.0355
Si -0.0266 5.3884 9.5592 -0.0081 0.0073 -0.0073
Si 2.6978 8.1783 9.634 0.0025 -0.0022 -0.018
Si 5.4248 0.0055 9.6169 -0.0036 -0.003 -0.0059
Si 8.1254 2.6718 9.6639 -0.0095 0.0098 -0.0193
Si 5.4015 5.3822 9.5647 -0.0032 0.0047 -0.0232
Si 8.1329 8.1551 9.6724 0.0015 0.0021 -0.0186
Si 1.334 1.3643 11.1251 -0.0059 -0.0096 -0.0069
Si 4.1194 4.0716 11.0264 0.0028 0.0095 -0.0108
Si 1.3677 6.6944 10.884 -0.0127 -0.0002 -0.0065
Si 4.0384 9.5973 10.983 0.0044 -0.0025 -0.0073
Si 6.7695 1.2977 11.0463 0.0006 -0.0085 -0.0069
Si 9.5358 4.0331 10.9538 0.0054 0.0076 -0.0079
Si 6.7309 6.7036 10.9071 -0.0011 0.0032 -0.0082
Si 9.5403 9.5153 11.0165 0.0058 0.0017 -0.0077
Si -0.0153 2.798 12.4753 -0.0053 0.0035 0.015
Si 2.7364 0.0295 12.508 -0.0022 -0.0061 0.012
Si 0.0063 7.9893 12.2208 0.0006 -0.0021 0.0131
Si 2.7535 5.462 12.3377 -0.0021 0.0046 0.0155
Si 5.4048 2.6571 12.4304 0.0055 -0.0028 0.0134
Si 8.1918 -0.0045 12.4316 -0.0035 0 0.0165
Si 5.3552 8.1013 12.1803 0.0031 0.0034 0.0151
Si 8.0825 5.308 12.2366 0.0018 -0.0026 0.0123
Si 1.6097 4.0041 13.7504 -0.0074 0.0001 -0.0136
Si 3.8071 1.7021 13.9127 -0.0035 -0.0037 -0.0308
Si 1.5103 9.1831 13.5098 -0.0061 0.0051 -0.0183
Si 3.8201 7.1014 13.6582 0.0024 -0.0032 -0.014
Si 6.9958 3.8093 13.6924 -0.0024 0.0027 -0.0262
Si 9.2858 1.6681 13.8061 0.0055 -0.0043 -0.0296
Si 7.0201 9.0784 13.4116 -0.0012 0.0018 -0.0163
Si 9.2759 6.8068 13.4984 0.0014 0.004 -0.0181
Si -6.8047 -3.1845 20.2144 0.0026 -0.0047 -0.048
Si 0.094 5.7569 15.9095 -0.0018 0.0018 -0.0277
Si 3.041 11.2697 24.5051 0.0019 0.0037 -0.0445
Si 10.2079 -0.4708 15.5575 0.0023 0.0039 -0.0323
Si 9.5236 2.0686 22.3017 0.0021 -0.0021 -0.0234
Si 5.3362 12.0957 16.7275 0.0024 0.0026 -0.0281
Si 7.1805 -0.9692 16.051 0.0026 0.0002 -0.0322
Si 5.733 5.7772 15.8166 -0.0045 0.0006 -0.0276
Si 6.121 4.3211 25.4636 -0.0034 -0.0012 -0.0158
Si 5.7861 5.5916 18.8036 0.0061 -0.0009 -0.0248
Si 3.3593 7.0111 22.9348 0.002 0.0025 -0.026
Si -2.4572 8.3756 24.1265 0.0026 -0.001 -0.0213
Si -0.2548 -2.6663 17.3872 -0.0013 0.0006 -0.0235
Si -3.3167 7.4603 17.4202 -0.0013 0.0044 -0.022
Si 7.0103 3.097 18.3414 -0.0058 0.0021 -0.0172
Si 9.8286 4.1722 18.443 -0.0031 0.0036 -0.0304
Si 14.8428 -0.4622 19.1172 0.0027 0.0015 -0.0238
Si 10.8319 4.6598 21.4342 -0.0061 -0.0011 -0.0299
Si 9.222 1.6183 19.4459 -0.0033 0.0032 -0.0277
Si -7.7227 1.1691 21.5299 -0.0004 -0.0029 -0.03
Si 2.7618 -6.8684 22.4248 -0.0023 -0.0003 -0.0255
Si -4.2493 6.6753 29.4508 0.0014 0.0011 -0.0189
Si 0.7563 1.9337 30.634 -0.0011 -0.0031 -0.0197
Si 8.4837 10.5238 25.8881 0 0.0011 -0.0164
Si -0.0372 -4.8173 26.3486 -0.002 0.0015 -0.0219
Si -2.8765 2.3336 24.8732 0.0008 -0.0032 -0.024
Si 3.5826 -0.6345 29.9695 0.0033 -0.0008 -0.0474
Si -0.2437 2.4854 28.1235 -0.0021 0.0047 -0.0233
Si 7.4521 8.0775 26.8078 -0.0001 0.0029 -0.0246
Si 9.2622 14.0243 31.9914 0.0002 0.0015 -0.0212
Si -1.9741 1.445 34.427 -0.0013 0.0005 -0.0185
Si -2.2479 4.1734 26.8751 -0.0005 0.0002 -0.0207
Si 1.5135 8.8588 19.6671 -0.0044 -0.0033 -0.0237
Si 11.0528 -3.7515 23.3554 0.0042 -0.0039 -0.0283
Si 11.2505 0.2185 20.9605 -0.0011 -0.0059 -0.0224
Si 12.7035 15.0895 27.3034 0.0017 -0.0021 -0.0145
Si 11.986 10.077 31.627 0.0015 0.0065 -0.0207
Si 3.3882 3.1481 25.237 -0.0013 0.0003 -0.0225
Si 5.0031 -5.0701 32.7071 0.0012 0.0006 -0.0204
Si -3.7377 7.8181 32.403 -0.0018 -0.006 -0.0203
Si 2.215 -3.9086 27.989 -0.0034 -0.0008 -0.0234
Si -7.8701 -1.1648 27.0344 -0.0025 -0.001 -0.0193
Si 6.9719 -1.0433 34.3947 0.0018 0.0019 -0.017
Si 6.4477 3.9453 30.8033 -0.0009 0.0038 -0.0219
Si 5.896 7.1757 24.5661 -0.0044 -0.0004 -0.0187
Si -7.0613 2.2426 31.0284 -0.0007 -0.0037 -0.0147
Si 0.5778 0.3334 26.1747 0.0019 -0.0027 -0.0152
Si 1.453 9.1486 34.3907 -0.0025 0.0019 -0.023
Si 3.9622 7.3968 30.2387 -0.0033 0.0016 -0.023
Si 0.1658 5.1075 33.3246 -0.0026 -0.0017 0.0027
Si 13.8188 -7.0581 33.5586 0.0035 -0.0016 -0.021
Si 10.3033 7.9134 32.7165 -0.0017 0.0017 -0.0167
O -0.657 1.2439 35.3474 0.0041 -0.0024 0.0124
O 1.2471 -0.6016 35.5208 -0.0067 0.0024 0.0163
O -3.4503 -2.3066 35.296 0.0055 -0.0065 0.0082
O 2.6085 3.2456 35.0292 -0.0017 -0.0031 0.0164
O 3.9631 5.0869 33.7163 -0.0033 -0.0005 0.0061
O -5.242 -0.3864 35.015 -0.0034 0.0011 0.0106
O 2.5669 8.1107 34.9297 0.0069 -0.0044 0.0157
O -0.0253 8.506 34.1374 0.0025 0.0004 0.0142
O 8.7195 -3.2588 32.7524 0.0006 0.002 0.0068
O -0.1364 -12.7445 31.5882 -0.0034 -0.0026 0.012
O 11.0853 6.5115 32.5124 0.0003 -0.0018 0.0094
O 8.012 2.6581 35.0039 -0.0038 0.0064 0.0044
O 6.4381 4.4572 36.0229 0.0012 0.0061 0.0027
O 4.364 6.5871 36.0839 -0.0041 -0.0031 0.0156
O 11.0892 5.2931 34.9332 -0.0023 0.0053 0.0306
O 9.3483 6.8836 36.0135 0.0026 0.0038 0.0095
O 1.1677 4.8652 15.0855 -0.0055 0.0045 0.0117
O 2.6602 2.8359 14.2419 0.0034 0.0022 0.0012
O -1.1342 -4.8162 14.889 0.0052 -0.0047 0.0104
O 4.4281 1.3397 15.3915 0.0021 -0.0004 0.0194
O 2.6606 8.1761 14.1519 0.0015 -0.003 -0.0039
O 0.4485 9.8218 14.5733 -0.0056 0.006 0.015
O 6.0287 7.8444 26.0526 0.0029 0.001 0.0136
O -7.3736 5.4506 22.4823 -0.0005 -0.0011 0.0032
O 4.1291 0.5063 20.4147 -0.0057 0.0075 0.0177
O 6.255 4.4954 14.9813 -0.0024 0.0059 0.0092
O 6.2522 -1.4771 14.8303 -0.0015 0.0031 0.0138
O 8.1261 2.7457 14.2668 -0.0023 0.0047 0.0082
O 8.14 7.9397 13.7728 0.0003 0.0011 -0.003
O 10.2225 13.4841 18.6249 -0.0002 -0.0029 0.0089
O 15.6023 6.2904 19.7807 -0.0084 0.0063 0.0083
O 7.0312 6.6453 18.7049 -0.0032 -0.0028 0.0112
O -2.6187 -6.7817 17.9446 0.0028 -0.0011 0.0059
O -0.378 -10.1082 22.2814 -0.0021 0.0022 0.0178
O -3.8626 6.7307 16.0797 0.0039 0.0043 0.0108
O 4.5498 6.5074 14.996 0.0063 -0.0034 0.0149
O -1.7178 7.5394 17.4285 0.0007 -0.0015 0.0095
O -5.0523 13.5256 17.3177 0.0046 0.0041 0.0103
O 10.6714 -1.0839 16.9845 0.002 -0.0053 0.0219
O 8.7508 2.145 20.8953 0.0035 0.0011 0.0153
O 7.7535 1.6801 18.7272 0.0063 -0.0031 0.0087
O 11.4954 7.229 16.4115 -0.0003 0.004 0.014
O 6.7477 11.407 16.366 -0.0055 0.0053 0.0085
O 3.5726 2.7166 21.8415 -0.0006 0.0049 0.009
O 8.5151 1.773 23.4852 -0.0085 -0.0006 0.0202
O 4.5438 0.3042 17.8206 -0.0075 -0.0076 0.0206
O 10.0343 1.1061 15.1892 -0.0006 -0.0025 0.0107
O 7.0276 8.9934 17.3697 -0.0014 -0.0021 0.0157
O 14.067 0.2387 22.8878 0.0005 -0.0032 0.0139
O 10.1622 0.3183 19.7234 0.0058 -0.0017 0.016
O 8.6889 9.8583 15.4695 -0.0025 -0.0003 0.0157
O 12.5544 1.1784 20.8537 -0.0003 0.0023 0.0086
O 14.8158 1.6871 24.8729 0.0003 0.0004 0.0118
O 10.6032 4.9199 17.2521 -0.0061 -0.006 0.0205
O -3.1265 9.658 27.0627 -0.0027 -0.0012 0.0031
O -3.873 4.375 26.8494 0.0038 0.0006 0.0085
O -0.2046 -4.8167 22.2068 0.0003 0.0063 0.0088
O 2.4825 -3.2759 19.9254 0.0016 -0.0014 0.0085
O -1.0864 8.1991 23.2591 -0.0042 0.0003 0.0161
O 0.891 9.5634 21.0027 -0.0003 0.0054 0.0083
O 6.557 2.9968 24.6495 -0.001 0.0025 0.0128
O -4.4728 5.6431 24.612 0.0015 -0.0033 0.0078
O 1.7878 -3.42 23.1669 -0.0047 0 0.0078
O 5.1772 5.407 17.2979 -0.0009 -0.0003 0.0172
O 2.39 -0.8753 18.8869 -0.0014 -0.0001 0.0082
O 3.8069 -0.5919 28.3487 -0.0022 0.0025 0.0057
O 0.2875 8.2135 18.8825 0.0066 0.0035 0.017
O 6.9976 7.4879 30.8195 -0.0004 0.0044 0.0182
O 15.0009 7.903 21.8109 -0.0006 -0.0009 0.0171
O -4.6706 4.1165 19.3586 -0.0004 0.0007 0.0064
O 1.4478 0.5777 24.8189 -0.0044 -0.0011 0.0114
O 0.8712 -6.132 26.1239 0.0014 -0.0012 0.0106
O -1.4625 -5.3042 26.9408 -0.0009 -0.0009 0.0089
O -2.9401 12.0322 25.9728 0.0002 -0.0029 0.0081
O -0.3018 13.9646 31.0513 -0.0055 0.0019 0.0095
O -9.3593 21.2308 27.1609 0.0028 -0.0031 0.0128
O 10.1806 3.5343 22.4118 -0.0005 0 0.0021
O 2.4603 3.6579 23.9948 0.0028 -0.0025 0.0196
O 10.1776 4.7959 19.9325 0.0056 0.0027 0.0253
O 0.0172 -4.1822 24.8892 -0.0013 -0.0034 0.0195
O -0.7873 -0.491 25.9834 0.002 0.0004 0.0093
O -5.8205 6.9158 29.1461 -0.0025 0.0019 0.0006
O 0.6571 6.9871 27.5042 0.0035 0.0022 0.0074
O 0.8259 3.6763 28.4477 -0.0016 -0.0022 0.0013
O 7.4882 -3.6252 28.2016 -0.0022 -0.0055 0.0198
O 1.9999 -0.8478 30.2829 -0.0044 -0.0013 0.0066
O 4.0717 6.4746 31.5534 0.0037 -0.0046 0.0167
O 4.699 -1.8917 19.4401 -0.0004 -0.0019 0.0095
O 13.6333 16.3253 27.7776 0.0016 0.0033 -0.0001
O 5.9821 4.6621 32.1565 -0.0028 0.0031 0.0118
O 6.9973 7.8284 23.5313 0.0013 -0.001 0.019
O 4.3024 8.9393 30.5998 0.0022 -0.0023 0.0053
O -5.746 3.0258 30.3943 -0.0031 0.0008 0.014
O -6.3466 4.217 25.6118 -0.0008 0.0008 0.0067
O -1.7223 3.1651 28.0459 0.0024 -0.0025 0.0084
O -2.7444 9.9433 24.4145 0.0005 0.0018 -0.001
O 9.6206 4.4086 32.948 0.0014 0.0041 0.0096
O 2.4896 18.1619 29.561 0.0045 0.0009 0.0121
O 14.4496 -0.7631 25.5444 -0.0002 -0.0057 0.0163
O 2.6328 2.9852 26.6587 -0.0045 0.0015 0.0103
O 8.5497 7.6941 25.637 -0.002 -0.0008 0.0127
O 12.394 4.2367 21.4171 0.005 0.0015 -0.0005
O 6.827 5.0762 29.686 -0.0006 -0.0031 0.0161
O 7.8605 3.2123 31.1634 0.0017 -0.0017 0.012
O 2.3016 2.4463 30.4159 0.0028 0.0007 0.0153
O 15.1994 7.2621 24.2164 0.0075 0.0007 0.0153
O -1.6614 1.8086 32.8984 -0.002 -0.0049 0.0162
O 1.9668 -1.1539 32.9654 -0.0006 -0.0036 0.0173
O 3.6427 -8.1682 32.5842 -0.0033 0.0049 0.0157
O 6.7743 -1.5449 32.8648 -0.0007 0.0056 0.0136
O 0.1055 12.6533 26.7243 -0.0025 0.0037 0.006
O 0.0579 12.2614 29.2634 0.0029 -0.0029 0.0117
O -1.897 3.493 25.4372 0.0014 0.004 0.0115
O -6.7372 0.6728 30.7463 0.0004 0.0029 0.0096
O -4.8119 6.9112 33.25 -0.0001 0.001 0.0077
O 4.0362 1.3707 36.0254 -0.0028 0.0003 -0.0072
O 8.1486 0.0386 34.4604 -0.0017 0.0003 0.0028
O 1.5089 15.1584 32.9309 -0.0007 0.0005 0.0066
O 11.5546 11.632 31.7396 -0.0015 -0.0043 0.0111
O 2.9801 -2.7814 27.1153 -0.0009 -0.0025 0.006
H 0.4929 2.1765 44.1214 0.2713 -0.3394 -0.2496
H 2.149 0.5456 44.1214 -0.3241 0.2296 -0.294
H 4.8584 3.2703 44.1088 -0.2818 0.2587 -0.2995
H 3.2147 4.9139 44.1088 0.2876 -0.3286 -0.2644
H 0.5133 7.6488 44.1559 0.3086 -0.2919 -0.2347
H 2.1476 5.9962 44.1559 -0.2562 0.347 -0.2462
H 3.2441 10.3501 44.1408 0.3133 -0.2551 -0.2566
H 4.8838 8.7027 44.1408 -0.3523 0.2874 -0.2352
H 5.9527 2.1856 44.1584 0.3286 -0.2338 -0.2348
H 7.5969 0.5427 44.1584 -0.3334 0.3118 -0.2432
H 10.3071 3.2656 44.1474 -0.2143 0.3685 -0.2646
H 8.6723 4.9177 44.1474 0.2715 -0.3388 -0.2145
H 5.9509 7.639 44.0942 0.3729 -0.264 -0.262
H 7.5945 5.9955 44.0942 -0.2552 0.3057 -0.31
H 8.6617 10.3609 44.109 0.3489 -0.2973 -0.2695
H 10.3139 8.726 44.109 -0.2534 0.3151 -0.3003
H -0.8376 3.541 6.0018 0.2525 -0.2661 0.3091
H 0.7885 1.8802 6.0018 -0.3933 0.2627 0.2318
H 1.8618 0.8234 6.0002 0.3379 -0.2862 0.2714
H 3.5202 -0.8052 6.0002 -0.2598 0.2931 0.2878
H 0.7887 7.375 5.9999 -0.2536 0.2809 0.2779
H -0.8565 9.0169 5.9999 0.3411 -0.3482 0.2658
H 1.8773 6.2743 5.9992 0.1983 -0.3399 0.2811
H 3.5094 4.6194 5.9992 -0.2827 0.3644 0.2527
H 6.2274 1.9156 5.9877 -0.3599 0.1893 0.2433
H 4.5767 3.5521 5.9877 0.3378 -0.2864 0.2822
H 7.3246 0.8194 6.0122 0.2613 -0.2448 0.3091
H 8.9709 -0.8213 6.0122 -0.384 0.3281 0.2422
H 4.6081 8.9818 5.9902 0.2721 -0.2733 0.2827
H 6.2545 7.3412 5.9902 -0.3463 0.3381 0.2584
H 7.3093 6.2862 5.9892 0.2821 -0.3813 0.2837
H 8.9526 4.6425 5.9892 -0.2491 0.3018 0.2556

Results
free energy: -163608.554 eV
free energy less fixed offsets of H -15.71, O -570.45, Si -639.56 eV per atom: 3.046 eV

The program warned: the cutoff lies below the one the program advises for these potential files; the forces do not sum to zero within the program's tolerance; empty levels may hold ghost states of the PAW files; the exchange-correlation potential is rough where the density is thin.
